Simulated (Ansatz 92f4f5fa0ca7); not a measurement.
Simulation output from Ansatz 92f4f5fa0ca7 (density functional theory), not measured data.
Periodic cell of 430 atoms, Si266O164, from a study of silicon, its oxide and their interface. The atomic structure is a simulated model.
Doubt: the cutoff is far below the 930 eV that the study's wrapper takes by default for these files, so forces and energies are approximate.
This geometry differs little from another in the collection (a relaxation step or a small displacement).

Settings
functional: PBE
potential files: Ansatz PAW
basis: plane waves
wave-function cutoff: 580 eV
density cutoff ratio: 5
exchange-correlation grid ratio: 1
k mesh: 1 x 1 x 1, Gamma-centred
self-consistency stop: 5e-08 eV per atom in the density residual
occupations: fixed
spin: none
net charge: 0

Cell vectors (angstrom)
a 15.4687 0 0
b 0 12.8259 0
c 0 0 37.4427

Atoms and the computed forces on them: element, x, y, z (angstrom), force x, y, z (eV/angstrom)
Si -0.043 1.166 34.723 -0.01 0.05 -0.029
Si 3.87 1.147 34.819 -0.003 -0.003 -0.06
Si 7.795 1.18 34.77 -0.01 0 0.007
Si 11.632 1.129 34.752 -0.021 -0.054 -0.001
Si 1.926 7.566 34.765 -0.002 -0.033 0.017
Si 5.849 7.595 34.646 0.032 0 -0.03
Si 9.631 7.591 34.828 0.021 -0.038 -0.031
Si 13.541 7.602 34.767 0.022 0.054 -0.011
Si 1.934 5.247 35.176 0.335 0.134 -0.076
Si 5.801 5.247 35.176 -0.075 0.232 -0.385
Si 9.668 5.247 35.176 0.226 0.106 -0.456
Si 13.535 5.247 35.176 0.022 -0.058 0.62
Si 0 11.66 35.176 -0.005 -0.054 0.303
Si 3.867 11.66 35.176 0.037 -0.209 -0.321
Si 7.734 11.66 35.176 0.079 0.358 0.297
Si 11.602 11.66 35.176 -0.237 0.125 0.231
Si 0 4.664 36.413 -0.049 0.043 -0.015
Si 3.867 4.664 36.413 -0.109 0.043 -0.047
Si 7.734 4.664 36.413 -0.037 -0.145 -0.145
Si 11.602 4.664 36.413 0.043 0.034 0.062
Si 1.934 11.077 36.413 -0.012 -0.087 -0.061
Si 5.801 11.077 36.413 -0.047 -0.002 -0.041
Si 9.668 11.077 36.413 0.002 -0.049 -0.027
Si 13.535 11.077 36.413 0.048 -0.027 -0.098
Si 0 2.332 36.825 -0.276 -0.113 -0.184
Si 3.867 2.332 36.825 0.124 0.014 0.3
Si 7.734 2.332 36.825 0.058 -0.014 0.035
Si 11.602 2.332 36.825 0.16 0.012 -0.187
Si 1.934 8.745 36.825 -0.166 0.026 0.009
Si 5.801 8.745 36.825 0.199 -0.09 -0.526
Si 9.668 8.745 36.825 -0.127 0.154 0.525
Si 13.535 8.745 36.825 0.111 -0.052 0.187
Si 1.934 1.749 0.619 0.062 -0.041 -0.01
Si 5.801 1.749 0.619 -0.008 0.153 -0.029
Si 9.668 1.749 0.619 -0.046 -0.001 -0.003
Si 13.535 1.749 0.619 0.014 0.014 0.027
Si 0 8.162 0.619 -0.02 0.006 0.024
Si 3.867 8.162 0.619 -0.097 -0.101 -0.146
Si 7.734 8.162 0.619 -0.029 0.014 0.011
Si 11.602 8.162 0.619 -0.043 -0.008 0.009
Si 0 5.83 1.031 0.079 0.064 0.079
Si 3.867 5.83 1.031 0.04 0.011 0.06
Si 7.734 5.83 1.031 0.063 0.004 -0.084
Si 11.602 5.83 1.031 -0.074 0.095 0.087
Si 1.934 12.243 1.031 0.048 0.055 0.089
Si 5.801 12.243 1.031 -0.007 -0.004 -0.008
Si 9.668 12.243 1.031 -0.012 -0.046 -0.025
Si 13.535 12.243 1.031 -0.076 -0.06 -0.029
Si 1.934 5.247 2.268 -0.043 0.03 0.489
Si 5.801 5.247 2.268 -0.009 -0.195 -0.639
Si 9.668 5.247 2.268 -0.228 0.004 -0.24
Si 13.535 5.247 2.268 0.227 0.025 0.342
Si 0 11.66 2.268 -0.164 0.021 0.138
Si 3.867 11.66 2.268 0.111 0.206 0.535
Si 7.734 11.66 2.268 -0.007 -0.044 -0.19
Si 11.602 11.66 2.268 0.036 -0.33 -0.498
Si 1.934 2.915 2.68 -0.033 0.215 0.17
Si 5.801 2.915 2.68 0.08 -0.329 -0.428
Si 9.668 2.915 2.68 0.128 0.187 0.172
Si 13.535 2.915 2.68 -0.059 0.088 0.097
Si 0 9.328 2.68 0.067 -0.114 0.06
Si 3.867 9.328 2.68 0.108 0.046 0.078
Si 7.734 9.328 2.68 -0.049 0.058 -0.008
Si 11.602 9.328 2.68 0.03 -0.174 -0.133
Si -3.788 -4.883 22.103 -0.045 -0.024 0
Si 5.701 -5.34 30.404 0.167 0.037 0.085
Si 3.504 -5.393 31.355 -0.123 0.144 -0.116
Si 12.956 -2.991 28.739 0.14 -0.007 0.107
Si 2.287 7.262 25.53 0.005 -0.087 0.009
Si 8.754 9.396 18.319 0.037 0.048 -0.137
Si 13.186 4.445 25.308 0.084 -0.097 -0.025
Si 9.556 11.286 31.78 0.05 0.016 0.014
Si 7.636 2.055 30.698 -0.015 0.012 -0.094
Si 5.227 7.557 25.981 -0.017 0.015 -0.035
Si 13.509 10.416 31.996 -0.057 0.013 -0.006
Si 19.351 1.868 30.664 0.067 0.012 0.012
Si 3.903 14.367 28.334 -0.032 -0.01 0.232
Si -3.138 7.48 25.116 0.028 0.001 0.057
Si 2.053 6.21 28.594 -0.085 0.079 0.013
Si 15.019 7.229 31.231 -0.118 0.087 0.064
Si -2.136 -0.319 26.024 -0.116 -0.017 -0.007
Si 3.964 4.138 31.585 0.155 -0.178 -0.095
Si 7.668 6.105 30.477 -0.011 0.019 -0.07
Si 10.62 -2.627 28.314 -0.02 0.006 -0.045
Si -4.027 14.012 29.799 -0.001 0.129 -0.032
Si -1.428 5.039 30.616 0.024 -0.098 -0.118
Si 13.599 13.659 30.875 0.09 0.079 0.042
Si 15.643 4.45 21.573 0.018 0.037 0.071
Si 1.849 -1.56 31.841 -0.013 -0.009 0.009
Si 1.933 0.832 31.519 -0.033 -0.058 -0.018
Si 1.473 -4.786 30.071 0.056 0.159 -0.073
Si 15.599 3.558 28.7 -0.111 0.049 0.154
Si 9.307 1.482 26.135 -0.017 -0.007 -0.071
Si 5.855 11.118 31.712 0.001 -0.07 -0.011
Si 6.813 7.186 19.079 -0.003 0.011 0.01
Si 14.203 11.434 30.028 0.024 0.074 -0.057
Si 0.772 4.831 24.612 0.015 -0.029 0.026
Si 2.724 2.644 25.801 -0.026 -0.031 -0.023
Si 5.805 0.743 31.484 -0.049 -0.013 -0.023
Si 9.625 0.869 31.331 -0.021 -0.022 0.047
Si 4.118 5.75 29.765 -0.048 -0.101 0.189
Si 5.234 10.039 27.936 0.155 0.047 0.079
Si 6.563 9.701 29.831 0.004 0.013 -0.02
Si 9.017 9.731 30.043 -0.121 -0.09 0.049
Si 0.01 3.898 32.045 -0.059 -0.147 0.021
Si 0.136 2.089 30.574 0.047 -0.025 0.103
Si 7.769 4.175 31.845 0.005 -0.039 0.048
Si 11.894 4.924 31.843 0.138 0.069 0.093
Si 1.035 10.524 29.748 -0.115 -0.076 0.031
Si 2.584 11.407 28.141 -0.148 -0.014 0.134
Si 9.084 7.73 31.335 0.023 0.013 0.027
Si 13.134 8.489 30.691 0.003 0.06 -0.025
Si 2.068 4.117 33.092 0.053 0.074 -0.087
Si 5.807 4.022 33.137 -0.024 0.008 0.001
Si 9.823 4.114 33.021 -0.008 0.018 -0.047
Si 13.51 3.942 33.278 0.055 -0.079 0.039
Si 0.049 10.429 33.19 -0.027 -0.041 -0.018
Si 3.863 10.572 32.991 -0.016 0.024 -0.066
Si 7.717 10.622 33.107 -0.016 0.012 -0.046
Si 11.466 10.587 33.103 0.016 0.065 -0.063
Si 1.951 1.805 33.635 -0.006 0.025 -0.065
Si 5.811 1.717 33.632 -0.008 0.006 0.04
Si 9.748 1.792 33.515 -0.064 -0.026 0
Si 13.492 1.568 33.345 -0.033 -0.07 -0.031
Si -0.008 8.073 33.478 0.028 -0.059 -0.022
Si 3.828 8.225 33.519 -0.01 -0.103 0.085
Si 7.873 8.265 33.4 -0.026 -0.013 0.039
Si 11.549 8.285 33.704 0.03 0.027 0.033
Si 0 2.332 3.917 0.183 -0.257 0.148
Si 3.867 2.332 3.917 0.221 0.004 -0.123
Si 7.734 2.332 3.917 -0.327 0.274 -0.409
Si 11.602 2.332 3.917 -0.028 -0.336 -0.929
Si 1.934 8.745 3.917 -0.263 -0.482 0.439
Si 5.801 8.745 3.917 -0.024 0.849 0.024
Si 9.668 8.745 3.917 0 0.006 -0.087
Si 13.535 8.745 3.917 -0.421 -0.33 0.55
Si 1.949 6.386 4.429 0.003 0.001 0.007
Si 5.848 6.472 4.212 -0.016 -0.021 0.008
Si 9.631 6.376 4.326 0.016 0.019 0
Si 13.561 6.313 4.448 0.038 -0.041 -0.002
Si -0.022 12.832 4.342 0.01 0.036 0.021
Si 3.881 12.846 4.433 -0.006 -0.01 0.046
Si 7.697 12.855 4.284 -0.002 0.006 0.022
Si 11.549 12.865 4.215 0.037 0.017 -0.039
Si 0.049 5.668 5.817 -0.008 0.043 0.01
Si 4.037 5.954 5.537 -0.001 0.022 -0.086
Si 7.671 5.859 5.529 -0.008 0.017 -0.006
Si 11.494 5.432 5.374 -0.031 -0.02 0.103
Si 1.896 12.145 5.591 0.01 -0.022 -0.006
Si 5.88 12.341 5.692 -0.031 0.006 -0.024
Si 9.643 12.42 5.486 -0.015 -0.002 -0.015
Si 13.413 12.412 5.518 0.002 -0.01 -0.014
Si -0.036 3.296 6.086 -0.01 -0.056 0.101
Si 4.674 3.655 5.696 0.036 -0.001 0.022
Si 7.083 3.542 5.834 -0.017 0.002 0.061
Si 11.464 3.086 6.059 -0.006 -0.097 0.024
Si 1.848 9.812 6.043 -0.058 0.026 0.003
Si 5.679 10.022 5.977 0 -0.027 -0.019
Si 9.545 10.046 5.88 0.015 0.018 0.027
Si 13.373 10.124 5.871 -0.067 0.075 -0.018
Si 3.205 -1.505 9.064 -0.054 -0.09 -0.095
Si 4.087 5.346 8.826 0.062 0.05 -0.006
Si 9.945 1.4 7.057 -0.001 0 0.023
Si 13.453 2.816 7.297 -0.015 0.073 0.031
Si -1.094 8.107 8.606 -0.03 0.048 0.074
Si 3.812 9.475 7.407 -0.013 0.08 -0.021
Si 7.646 9.524 7.16 -0.01 0.008 0.004
Si 15.313 6.007 8.243 -0.061 0 -0.11
Si -7.291 13.052 12.811 0.097 0.019 0.024
Si 3.375 4.627 18.732 0.019 0.027 0.021
Si 7.289 7.218 7.422 0.059 0.029 0.019
Si 4.203 2.296 9.839 0.025 -0.004 -0.044
Si 2.214 10.691 11.254 0.075 0.134 -0.09
Si 1.802 15.991 9.962 -0.022 -0.017 -0.025
Si 6.718 12.991 7.925 0.136 0.024 -0.076
Si 17.131 12.812 7.845 0.019 0.047 0.022
Si 6.967 10.955 10.997 0.142 0.118 -0.146
Si 8.6 4.267 13.723 0.018 0.006 -0.114
Si 15.048 11.929 8.51 -0.022 -0.016 0.025
Si 8.102 11.085 8.892 -0.006 -0.067 -0.068
Si -3.637 17.997 10.622 0.126 0.033 0.036
Si 5.714 16.983 10.194 -0.041 0.02 0.021
Si 9.893 16.578 10.827 -0.166 -0.113 0.186
Si 15.214 9.862 7.293 0.053 0.005 0.017
Si -2.187 0.494 7.765 -0.022 -0.071 0.002
Si 1.902 5.539 9.657 0.132 0.054 -0.025
Si 11.413 9.812 7.215 0.002 -0.013 0.015
Si 19.191 3.233 7.733 -0.005 -0.041 0.027
Si -4.068 9.279 10.946 -0.096 -0.13 0.173
Si 7.875 15.133 7.699 -0.048 -0.005 0.049
Si 8.017 16.839 9.383 -0.119 0.026 -0.098
Si 11.266 5.819 7.607 -0.016 0.057 -0.195
Si 1.533 2.411 7.736 0.054 0.044 0.02
Si 5.928 5.181 12.273 0.034 -0.235 -0.218
Si 9.209 9.635 15.285 0.047 -0.075 0.017
Si 9.446 6.686 18.506 0.021 0.037 -0.098
Si 2.515 7.75 11.929 -0.065 -0.05 -0.084
Si 9.011 6.094 8.667 0.063 0.03 0
Si 14.497 6.025 17.866 0.008 -0.034 0.01
Si 11.118 13.18 8.856 0.046 0.065 0.02
Si 4.045 -3.546 16.024 0.089 0.026 0.055
Si 10.557 -1.93 9.174 -0.062 0.067 -0.075
Si 4.777 7.155 7.526 0.021 0.008 0.033
Si 13.724 -4.139 10.767 0.145 -0.011 -0.064
Si -4.741 1.563 17.81 -0.018 -0.016 -0.059
Si 3.624 3.673 13.425 -0.014 0.003 -0.108
Si 8.833 7.991 23.36 -0.069 0.058 -0.073
Si 21.08 8.218 11.996 0.139 -0.038 0.001
O 29.626 6.172 14.087 0.066 -0.026 0.032
O -18.118 10.981 14.688 0.074 0.021 0
O 15.502 11.115 14.84 0.03 0.008 0
O 16.059 -1.539 18.58 0.013 0.004 0.013
O -5.537 8.253 18.566 -0.01 -0.029 0.052
O -7.63 27.502 26.689 -0.042 0.01 -0.059
O 18.487 25.814 28.202 -0.013 -0.001 -0.073
O -2.196 10.919 25.627 -0.016 -0.012 0.01
O -1.527 -16.874 14.625 0.051 -0.008 0.037
O -3.057 25.58 27.325 0.033 0.008 -0.065
O 5.595 8.906 22.289 0.008 0.006 0.007
O 21.9 9.396 11.202 -0.045 -0.008 0.067
O 25.128 12.711 20.852 -0.005 -0.001 -0.02
O -5.069 1.664 16.204 -0.001 -0.013 0.046
O 13.831 -0.434 17.725 -0.003 -0.004 -0.01
O -1.045 2.851 15.233 0.019 -0.02 0.013
O 10.244 10.691 14.665 0.029 0.039 -0.005
O 8.622 -9.848 14.701 0.003 0.001 0.026
O -1.331 20.252 11.751 0.009 -0.061 0.118
O 5.559 -4.198 13.562 -0.122 0.018 -0.073
O 22.753 8.641 18.448 -0.016 -0.034 0.028
O 5.568 -11.208 15.392 -0.024 -0.03 -0.04
O -10.131 31.887 22.511 0.003 0 -0.026
O 0.424 3.052 20.747 0.03 -0.043 -0.053
O -1.909 19.056 19.189 -0.01 0.021 0.005
O 12.202 9.218 21.258 0.014 -0.038 0.007
O 4.878 -4.163 27.118 -0.003 -0.079 -0.049
O 1.341 6.36 24.559 -0.009 0.063 0.009
O 12.132 16.941 20.114 -0.018 0.005 0.015
O 3.856 10.512 28.683 -0.062 0.021 -0.008
O 10.064 8.055 22.304 0.026 -0.003 -0.022
O 1.722 1.338 25.792 0.009 -0.02 -0.018
O 14.867 2.041 17.743 0.024 -0.006 0.004
O 2.709 1.912 21.321 0.012 -0.008 -0.007
O 23.711 -6.255 19.635 -0.024 0.005 0.006
O 8.152 -7.131 28.933 0.024 0.053 -0.016
O -1.86 8.196 25.87 -0.04 -0.108 -0.106
O 7.85 1.289 16.592 -0.018 -0.009 0.012
O -13.11 3.421 19.089 0.013 -0.035 -0.006
O 16.124 4.238 23.107 -0.01 -0.009 -0.046
Si 14.075 18.781 12.467 -0.144 0.026 -0.134
Si 10.322 8.086 26.153 0.043 -0.06 -0.042
Si 12.697 0.415 12.456 -0.017 -0.035 -0.036
Si 22.234 17.844 26.138 -0.071 0.004 -0.035
Si 13.782 13.858 18.434 -0.026 0.004 0.026
Si 8.06 3.65 20.919 -0.034 0.035 0.013
Si 12.663 -15.08 20.527 0.005 0.059 -0.008
Si 7.612 13.489 24.031 0.011 0.019 0.082
Si 21.707 4.375 18.447 0.004 0.001 -0.008
Si -1.308 -2.564 15.26 -0.071 -0.032 -0.045
Si 0.147 14.368 26.141 0.032 0.028 -0.015
Si 14.889 11.561 10.832 -0.088 0.004 -0.151
Si 4.727 1.312 23.93 0.107 -0.028 0.193
Si -4.998 14.347 10.855 0.062 0.007 -0.189
Si 14.746 14.643 14.02 0.041 0.095 -0.094
Si 11.372 7.222 31.66 -0.031 -0.021 -0.057
Si 8.964 1.561 15.419 -0.01 0.037 -0.041
Si 1.585 -0.304 18.163 -0.008 -0.046 -0.029
Si 16.855 11.431 22.593 -0.011 -0.009 0.037
Si 6.703 2.394 27.679 0.01 -0.123 0.136
Si -1.564 9.668 26.53 -0.009 0.106 0.111
Si 10.645 7.22 10.114 -0.011 0.087 -0.018
Si -4.531 -0.328 28.033 -0.072 -0.013 -0.09
Si 6.352 9.288 23.657 -0.015 0.053 -0.024
Si -9.715 -1.071 25.344 0.061 -0.045 0.038
Si 13.191 4.737 8.692 -0.007 -0.055 -0.019
Si 11.536 10.792 13.692 -0.055 -0.034 -0.009
Si -5.448 -0.944 19.496 -0.011 0.025 0.008
Si -7.289 0.483 21.172 -0.015 -0.035 0.098
Si -2.512 5.475 20.523 0.051 -0.038 -0.019
Si -0.827 -18.269 15.071 -0.151 0.033 0.001
Si 8.808 6.773 15.438 0.063 0.083 -0.084
Si 1.727 2.301 20.077 -0.048 0.054 0.008
Si -4.169 16.26 27.504 -0.037 -0.061 -0.102
Si 6.572 8.63 14.814 0.267 -0.016 0.115
Si -1.936 14.678 24.01 -0.016 -0.028 0.021
Si 20.45 12.805 9.568 0.014 -0.02 0.168
Si -1.288 25.776 21.516 -0.063 0.068 0.07
Si -3.443 7.866 8.252 -0.02 0.026 -0.021
Si 20.808 1.237 13.827 -0.016 0.104 -0.018
Si 10.6 4.137 19.575 0.025 -0.024 -0.008
Si -0.965 10.971 18.176 -0.031 0.046 -0.015
Si -10.507 -5.258 21.638 0.039 -0.016 0.05
Si 6.743 18.396 23.048 -0.058 0.067 0.026
Si 16.17 -9.211 11.957 0.012 -0.164 -0.133
Si 2.214 20.083 14.374 -0.069 -0.071 0.198
Si 16.932 6.568 19.672 -0.038 -0.046 0.043
Si 5.705 -0.02 19.356 -0.007 0.017 -0.007
Si 3.197 11.671 14.051 0.001 0.069 -0.052
Si 3.915 10.647 18.72 0.01 -0.021 0.054
Si 3.693 0.708 21.854 0.038 0.013 -0.076
Si 2.465 17.275 15.872 -0.003 -0.065 0.083
Si 15.047 3.265 16.675 -0.027 0.041 -0.026
Si 9.196 18.507 27.689 -0.176 -0.074 0.142
Si 2.425 -3.81 20.931 0.019 -0.03 0.005
Si 1.134 25.17 15.007 -0.053 0.023 0.038
Si 1.369 10.256 25.544 -0.032 -0.052 0.071
Si 21.788 1.823 16.815 0.098 0 0.018
O 30.447 14.893 24.735 0.044 0.01 0.035
O 23.846 5.117 26.389 0.096 0.018 -0.002
O 20.161 0.369 20.589 0.005 -0.006 -0.009
O 34.075 -14.698 12.577 0.091 -0.056 0.063
O 35.512 15.248 12.976 0.036 -0.126 0.067
O 12.396 18.669 25.061 -0.033 0.079 -0.033
O -0.69 17.641 25.345 -0.066 0.018 0.025
O 1.127 -9.131 16.407 0.027 0.021 -0.004
O 21.767 3.436 17.118 -0.011 -0.003 -0.001
O -0.032 15.464 27.346 -0.012 0.014 -0.089
O 13.861 12.668 11.46 -0.026 0.017 0.052
O -5.067 2.648 26.385 0.046 0.056 0.029
O 9.76 8.085 15.156 -0.041 -0.011 0.036
O -2.801 5.214 12.075 -0.033 0.009 -0.002
O 12.777 26.284 24.814 0.029 -0.023 0.011
O -9.837 7.424 20.155 0.019 0 -0.042
O 6.33 -6.08 11.895 -0.003 0.153 0.049
O 28.158 16.652 26.74 0.013 0.026 0.047
O 18.896 -2.824 20.121 0.011 0.021 -0.031
O 22.868 3.837 19.444 0.009 -0.004 -0.021
O 10.066 0.147 18.285 0.012 -0.009 0.008
O 6.338 27.363 23.872 -0.034 -0.046 -0.015
O -12.173 15.534 27.336 -0.003 0.025 -0.062
O 4.835 16.98 19.247 -0.03 -0.005 0.002
O 21.669 8.159 24.828 0.032 -0.026 0.018
O 3.366 17.73 17.132 -0.003 0.016 0.013
O -3.601 1.616 11.749 0.012 -0.012 0.094
O 6.15 16.603 27.005 -0.009 0.053 -0.027
O 9.044 14.132 24.516 -0.036 -0.004 0.066
O -11.588 2.519 24.657 0.004 -0.04 -0.026
O 3.287 20.837 15.357 -0.041 -0.02 -0.048
O 14.081 4.886 21.541 -0.022 0.015 -0.022
O 13.87 -2.583 19.481 0.01 -0.02 0.001
O 16.881 8.169 19.963 -0.001 0.013 -0.016
O 7.056 -8.26 13.287 0.027 0.041 0.064
O 30.58 2.577 12.631 -0.064 -0.021 0.167
O 8.939 0.38 14.271 -0.043 -0.024 -0.05
O -3.987 -1.615 19.624 0.002 -0.02 -0.008
O -2.081 0.958 13.815 -0.026 -0.039 0.017
O 1.865 16.81 25.477 0.008 0.015 0.025
O 5.717 24.857 10.873 -0.074 0.019 -0.052
O -9.168 5.981 18.069 0.011 0.008 0.022
O -2.327 -1.135 21.623 -0.009 -0.038 -0.009
O -14.355 -1.671 24.195 0.009 0.006 -0.032
O 8.937 10.668 19.308 0.008 0.01 0.051
O 7.261 19.999 15.075 -0.076 0.03 -0.002
O 7.424 2.573 29.124 -0.001 0.01 0.052
O 0.965 5.726 20.963 0.015 0.012 -0.015
O -7.541 19.512 23.005 0.057 0.008 0.011
O 21.093 36.272 24.192 -0.036 -0.012 -0.034
O -18.896 6.562 21.319 -0.022 0.036 0.034
O -6.167 20.713 24.906 -0.025 -0.022 0.067
O 2.137 -9.129 12.758 0.034 0.087 0.108
O 3.097 11.999 18.347 0.014 0.032 0.015
O 0.044 -2.909 26.438 0.002 -0.031 0.011
O -5.675 0.146 26.93 0.049 -0.018 0.06
O -1.067 10.078 11.343 -0.015 0.097 0.049
O -9.836 1.006 18.066 -0.022 -0.018 0.016
O 1.939 6.529 11.01 -0.027 0.043 0.034
O 7.942 9.369 23.277 0.01 -0.055 0.02
O 17.663 5.676 14.832 -0.031 0.081 -0.023
O 19.126 9.506 17.589 -0.003 -0.02 -0.026
O 26.037 18.396 18.777 0.014 -0.007 0.019
O 17.453 6.87 27.088 0.026 -0.022 -0.017
O 22.208 13.822 13.015 -0.066 -0.003 -0.004
O 19.549 -4.779 11.491 0.054 0.029 -0.06
O 3.381 16.244 15.013 0.01 0.008 0.021
O -12.117 -4.969 21.65 -0.028 0.013 -0.005
O 17.497 8.822 25.151 -0.002 0.037 -0.021
O -5.299 -9.95 18.626 -0.001 0.016 0.017
O 14.118 13.597 20.013 0.031 -0.003 0.004
O 17.2 -3.71 11.405 -0.026 -0.03 0.008
O 9.59 17.029 20.852 0.018 -0.015 0.005
O 21.121 -3.799 16.083 -0.05 0.009 -0.023
O 23.221 -12.954 22.617 -0.004 0.008 -0.072
O 20.899 11.253 18.879 -0.03 -0.002 -0.017
O 6.507 4.924 24.528 0.026 -0.015 0.057
O -1.237 4.465 29.044 0.09 0.073 -0.033
O 7.241 12.389 25.181 -0.003 0.025 -0.025
O -6.213 -7.291 14.507 0.01 0.008 0.038
O -6.568 32.011 17.001 -0.014 -0.036 0.043
O 1.294 4.731 28.568 -0.003 -0.007 -0.027
O -2.648 3.325 24.138 0.006 0.019 0.026
O 16.028 0.869 14.306 -0.009 -0.036 0.031
O -6.326 13.699 11.649 0.019 0.014 -0.029
O 19.82 -0.035 13.853 0.034 -0.042 -0.001
O -3.929 -0.684 12.784 0.052 0.034 0.036
O 19.179 -15.031 15.184 0.012 -0.001 -0.002
O 4.605 12.857 24.982 0.022 0.015 -0.044
O -18.621 14.451 18.119 0.028 -0.011 0.011
O -4.076 -16.075 12.608 0.048 0.047 -0.043
O 17.824 -1.757 26.551 -0.024 0.019 -0.074
O 13.723 -11.464 22.48 -0.003 -0.012 -0.032
O -4.98 17.578 27.996 0.032 0.016 0.016
O 40.452 16.833 12.424 0.064 0.053 0.016
O 9.784 19.995 27.404 0.028 0.096 -0.011
O 29.709 4.519 17.308 0.01 -0.012 -0.006
O -15.592 17.87 11.972 0.024 0.046 0.081
O -1.244 7.03 16.615 0.034 0.017 -0.026
O -7.712 22.548 14.541 -0.07 -0.026 0.002
O 7.209 -12.79 19.957 0.01 -0.018 -0.02
O 6.017 6.347 26.715 0.013 -0.019 0.018
O 27.858 -4.824 23.565 0.01 -0.013 0.033
O 16.211 -5.067 14.869 0.086 0.001 -0.017
O 1.516 9.94 21.92 -0.01 -0.01 -0.02
O 5.656 11.18 26.849 0.012 0.03 -0.087
O 11.559 2.579 28.861 0.005 -0.149 0.174
O 7.166 17.201 22.048 0.023 -0.047 -0.026
O 1.415 0.969 19.177 -0.015 -0.001 -0.012
O -5.166 22.434 26.769 -0.004 -0.013 0.002
O 20.936 14.156 27.83 0.025 0.043 -0.059
O 2.987 6.055 19.408 0.009 -0.033 -0.024
O 14.269 10.028 16.877 0.011 -0.004 -0.006
O 4.453 -7.775 13.034 -0.083 0.023 0.113
O 14.859 0.13 26.475 0.017 0.011 0.004
O -12.688 -0.592 22.295 -0.004 0.028 0.027
O -6.521 10.023 16.837 -0.014 -0.022 0.043
O 15.647 12.358 21.967 0.038 -0.024 -0.011
O 0.939 11.727 11.446 0.027 -0.048 0.042
O 16.82 12.816 16.577 0.003 0.003 0.002
O 19.343 6.991 25.271 -0.01 0.007 0.016
O 8.154 2.088 21.321 0.012 0.015 -0.018
O 0.579 -6.589 18.34 0.014 0.015 -0.009
O 7.862 -1.309 12.284 -0.041 -0.051 0.048

Results
free energy: -262362.428 eV
free energy less fixed offsets of O -568.88, Si -635.61 eV per atom: 6.152 eV

The program warned: the cutoff lies below the one the program advises for these potential files; the exchange-correlation potential is rough where the density is thin.
